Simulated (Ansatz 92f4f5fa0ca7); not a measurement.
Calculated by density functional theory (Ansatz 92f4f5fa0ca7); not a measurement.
Periodic cell of 234 atoms, Si141O87As6, from a study of silicon, its oxide and their interface. The atomic structure is a simulated model.

Settings: functional PBE; potential files Ansatz PAW; basis plane waves; wave-function cutoff 700 eV; density cutoff ratio 5; exchange-correlation grid ratio 1; k mesh 2 x 2 x 1, shifted by 0.5 0.5 0.5 of a step; self-consistency stop 5e-08 eV per atom in the density residual; occupations fixed; spin none; net charge 0.

Cell vectors (angstrom)
a, 11.6015, 0, 0
b, 0, 10.938, 0
c, 0, 0, 31.627

Atoms: element, x, y, z (angstrom)
Si, 0.0319, 0.0279, 22.9027
Si, 3.9268, 0.0597, 22.9802
Si, 7.6114, -0.0439, 22.948
As, 1.9657, 1.4746, 22.6286
Si, 5.8408, 1.4578, 22.987
Si, 9.6395, 1.3303, 22.8712
Si, -0.0346, 5.5923, 23.1559
As, 3.8639, 5.2928, 22.7002
Si, 7.8869, 5.6509, 23.0096
As, 1.9426, 6.9347, 22.7019
Si, 5.7753, 6.7979, 22.8484
Si, 9.7514, 7.1313, 23.0262
Si, 1.966, 2.6825, 24.7819
Si, 5.8283, 2.8926, 24.84
Si, 9.634, 2.7285, 24.8501
Si, 11.6199, 4.0561, 24.9324
Si, 3.8484, 4.1596, 24.8248
Si, 7.7757, 4.2228, 24.9178
Si, 1.9319, 8.1489, 24.821
Si, 5.8137, 8.1722, 24.8275
Si, 9.6941, 8.3502, 24.9791
Si, 11.659, 9.6226, 24.8657
Si, 3.8654, 9.5407, 24.8545
Si, 7.7204, 9.5921, 24.9111
Si, 11.6351, 0.0342, 26.8024
Si, 3.8801, -0.0014, 26.78
Si, 7.7135, 0.0431, 26.8136
Si, 1.965, 1.3833, 26.773
Si, 5.7932, 1.4159, 26.7478
Si, 9.6698, 1.3668, 26.7906
Si, 11.6171, 5.4591, 26.8248
Si, 3.8531, 5.4713, 26.7896
Si, 7.7453, 5.5222, 26.8535
Si, 1.9332, 6.8381, 26.7888
Si, 5.7898, 6.8366, 26.7872
Si, 9.6945, 6.8425, 26.8069
Si, 1.9336, 2.7345, 28.7278
Si, 5.8008, 2.7345, 28.7278
Si, 9.6679, 2.7345, 28.7278
Si, 0, 4.1018, 28.7278
Si, 3.8672, 4.1018, 28.7278
Si, 7.7343, 4.1018, 28.7278
Si, 1.9336, 8.2035, 28.7278
Si, 5.8008, 8.2035, 28.7278
Si, 9.6679, 8.2035, 28.7278
Si, 0, 9.5708, 28.7278
Si, 3.8672, 9.5708, 28.7278
Si, 7.7343, 9.5708, 28.7278
Si, 0, 0, 30.6613
Si, 3.8672, 0, 30.6613
Si, 7.7343, 0, 30.6613
Si, 1.9336, 1.3673, 30.6613
Si, 5.8008, 1.3673, 30.6613
Si, 9.6679, 1.3673, 30.6613
Si, 0, 5.469, 30.6613
Si, 3.8672, 5.469, 30.6613
Si, 7.7343, 5.469, 30.6613
Si, 1.9336, 6.8362, 30.6613
Si, 5.8008, 6.8362, 30.6613
Si, 9.6679, 6.8362, 30.6613
Si, 1.9336, 2.7345, 0.9679
Si, 5.8008, 2.7345, 0.9679
Si, 9.6679, 2.7345, 0.9679
Si, 0, 4.1018, 0.9679
Si, 3.8672, 4.1018, 0.9679
Si, 7.7343, 4.1018, 0.9679
Si, 1.9336, 8.2035, 0.9679
Si, 5.8008, 8.2035, 0.9679
Si, 9.6679, 8.2035, 0.9679
Si, 0, 9.5708, 0.9679
Si, 3.8672, 9.5708, 0.9679
Si, 7.7343, 9.5708, 0.9679
Si, 11.588, 0.005, 2.9073
Si, 3.868, 0.0208, 2.8888
Si, 7.7304, -0.0094, 2.9107
Si, 1.9334, 1.3761, 2.9521
Si, 5.8064, 1.3732, 2.8955
Si, 9.6497, 1.363, 2.9056
Si, 11.5802, 5.4372, 2.8984
Si, 3.8635, 5.4691, 2.8781
Si, 7.7241, 5.4087, 2.9697
Si, 1.915, 6.787, 2.8532
Si, 5.8142, 6.8067, 2.899
Si, 9.6311, 6.7905, 2.8919
Si, 1.9646, 2.7077, 4.9536
Si, 5.7866, 2.7492, 4.8239
Si, 9.6443, 2.6739, 4.8709
Si, 11.594, 4.0222, 4.8035
Si, 3.8585, 4.1508, 4.8304
Si, 7.7378, 4.0965, 5.0053
Si, 1.9177, 8.1701, 4.7411
Si, 5.7941, 8.188, 4.8184
Si, 9.606, 8.1192, 4.828
Si, 11.5358, 9.4675, 4.7625
Si, 3.8454, 9.5109, 4.7535
Si, 7.7126, 9.5813, 4.8574
Si, 11.4812, -0.0958, 6.6552
Si, 3.8779, -0.19, 6.7452
As, 7.7188, -0.1534, 6.9646
Si, 1.8781, 1.1208, 6.8014
Si, 5.7561, 1.253, 6.6473
As, 9.6528, 1.4614, 6.9576
Si, 11.6058, 5.4695, 6.6365
Si, 3.8892, 5.5425, 6.7773
Si, 7.7782, 5.5651, 6.9705
Si, 1.8812, 6.9029, 6.7191
Si, 5.8461, 6.9371, 6.8385
As, 9.7182, 6.9716, 6.96
O, 0.1864, 4.4429, 7.9528
O, -0.1555, 9.9963, 8.0974
O, 7.8055, 4.9355, 8.5255
O, 1.6422, 8.0473, 7.92
O, 3.8915, 4.3343, 7.9394
O, 5.624, 2.233, 7.9884
O, 5.9458, 8.0182, 8.1361
O, 1.5866, 1.5514, 8.39
O, 3.9606, 9.7735, 8.1092
O, 5.6243, 7.7384, 21.4724
O, 11.6192, 10.0219, 21.5235
O, 9.8404, 8.0258, 21.6056
O, 4.2937, 10.0653, 21.626
O, 9.7304, 2.335, 21.531
O, 6.0247, 2.0351, 21.4216
O, 11.1776, 4.5264, 21.9292
O, 7.0421, 9.9685, 21.6416
O, 8.35, 4.5466, 21.8412
Si, 9.219, 4.8888, 18.3729
Si, 7.6801, 9.3144, 13.3896
Si, 2.0328, 2.0448, 9.8728
Si, 1.1063, 8.1318, 18.4165
Si, 9.4748, 5.2243, 14.522
Si, 4.6891, 3.2463, 8.8567
Si, 6.7391, 4.9824, 15.5156
Si, 1.9985, 1.8675, 15.3
Si, 0.6433, 4.6939, 9.4981
Si, 10.6683, 6.8883, 10.7637
Si, 0.7094, 8.9034, 8.9435
Si, 8.1173, 6.5689, 12.0449
Si, 1.1861, 6.6876, 12.7416
Si, 4.0779, 1.6503, 13.1727
Si, 6.3745, 1.9242, 19.8331
Si, 1.4578, 10.3923, 11.515
Si, 10.6631, 9.0452, 20.6146
Si, 3.4764, 6.1381, 18.0509
Si, 11.2747, 6.248, 16.5385
Si, 4.3516, 6.5986, 14.9804
Si, 6.8929, 2.1824, 14.2415
Si, 3.2227, 4.6954, 12.764
Si, 10.0811, 11.0444, 12.3773
Si, 10.6143, 2.418, 17.6069
Si, 2.3012, 10.3297, 16.9065
Si, 4.7954, 8.7401, 9.0613
Si, 5.7489, 10.7688, 11.3909
Si, 2.5609, 8.776, 14.0953
Si, 5.6459, 9.3207, 21.0404
Si, 5.1949, 10.5888, 18.2732
Si, 7.2198, 4.4809, 9.9906
Si, 6.2153, 4.8123, 18.4329
Si, 9.0511, 0.2708, 18.862
Si, 3.0054, 6.4767, 10.4996
Si, 9.7809, 3.9536, 21.2998
Si, 10.7612, 2.2636, 14.6298
Si, 8.0027, 1.7928, 11.2704
Si, 1.6238, 3.9734, 17.1946
Si, 7.5423, 10.7622, 16.1723
O, 0.4514, 7.5728, 17.027
O, 10.0253, 3.6945, 14.4032
O, 2.3253, 9.7673, 12.7854
O, 7.6953, 9.606, 15.0085
O, 11.4888, 10.3747, 11.9421
O, 1.0658, 3.3122, 10.236
O, 5.5942, 9.4493, 19.4004
O, 7.7066, 5.4949, 18.5809
O, 0.759, 2.4308, 14.4123
O, 7.1187, 5.6519, 11.1377
O, 6.2794, 3.4732, 19.3417
O, 5.226, 1.1062, 19.0133
O, 1.9388, 5.7088, 9.5174
O, 3.697, 6.5803, 16.4835
O, 10.9635, 5.3635, 10.2517
O, 3.5666, 3.1173, 12.6652
O, 10.1683, 6.0234, 17.7155
O, 10.2561, 1.0915, 13.6487
O, 7.5742, 1.3182, 15.4569
O, 9.8832, 4.4294, 19.7724
O, 2.1458, 7.3414, 11.577
O, 7.7923, 1.1247, 19.5218
O, 6.4401, 10.1254, 12.7165
O, 8.3044, 5.3859, 15.6574
O, 9.564, 9.9439, 19.7754
O, 9.3769, 3.5073, 17.5039
O, 2.5775, 3.1464, 16.1447
O, 3.6073, 2.4414, 9.7587
O, 10.5863, 6.3047, 15.0543
O, 0.0489, 8.1324, 19.6656
O, 5.3822, 1.656, 14.1177
O, 6.1506, 10.4986, 16.9631
O, 3.8333, 5.3929, 11.4047
O, 3.9402, 7.4651, 9.6354
O, 7.7168, 2.0067, 12.8594
O, 1.6369, 0.8018, 16.4743
O, 3.8449, 5.305, 14.1298
O, 4.9532, 5.8385, 18.7596
O, 4.0299, 8.002, 14.1756
O, 5.9625, 6.3559, 15.0949
O, 1.3563, 9.6926, 18.0602
O, 7.4564, 7.7483, 12.9582
O, 8.6809, 10.6731, 17.3489
O, 0.4942, 3.0526, 17.9514
O, 5.3682, 9.5956, 10.3264
O, 3.7303, 10.4196, 17.6405
O, 11.2721, 6.9693, 12.2779
O, 1.8493, 0.9964, 11.1137
O, 2.9617, 1.1254, 14.2293
O, 1.647, 9.5934, 10.0959
O, 8.9244, 5.5745, 13.0439
O, 10.5585, 1.7173, 16.1428
O, 11.2548, 7.9497, 9.711
O, 4.4306, 0.6507, 11.9254
O, 1.6088, 5.0975, 12.8362
O, 9.1046, 9.8077, 12.7784
O, 2.5208, 7.3087, 18.737
O, 6.07, 4.3716, 16.8663
O, 2.3891, 9.4907, 15.5246
O, 6.742, 3.7882, 14.4237
O, 9.4193, 0.9765, 11.15
O, 0.7611, 5.0565, 16.3506
O, 1.4588, 7.5571, 14.0825
O, 10.3163, 1.2949, 18.7373
O, 8.1298, 3.2127, 10.4925
O, 6.7816, 0.878, 10.6612
O, 5.6795, 4.0151, 9.8663
O, 2.6354, 4.7346, 18.2163
O, 9.0988, 7.2227, 10.9173

Results
free energy: -168270.136 eV
free energy less fixed offsets of As -4857.07, O -569.03, Si -635.61 eV per atom: -1.096 eV

Forces (eV/angstrom), in the order of the atoms: element, x, y, z
Si, 0.0382, -0.0144, -0.0634
Si, 0.0515, -0.0481, -0.0232
Si, -0.1016, -0.0487, -0.032
As, 0.0012, 0.0223, 0.0852
Si, 0.0024, 0.04, -0.121
Si, 0.008, 0.0755, -0.0422
Si, 0.0101, -0.0722, -0.0896
As, -0.0438, 0.0112, 0.0016
Si, 0.0793, -0.1088, -0.0293
As, 0.0014, 0.01, 0.0576
Si, -0.0978, 0.0723, -0.0073
Si, 0.0405, 0.0395, -0.1518
Si, 0.0378, -0.0397, -0.0544
Si, -0.0104, -0.0692, 0.0291
Si, -0.0062, -0.0647, -0.0064
Si, -0.0081, 0.0734, 0.0076
Si, -0.0287, 0.0423, -0.0044
Si, 0.0309, 0.0467, -0.007
Si, -0.0189, -0.0244, -0.0186
Si, -0.002, -0.0409, -0.0079
Si, 0.0233, -0.0442, 0.0443
Si, 0.0747, 0.026, 0.0144
Si, -0.0121, 0.0602, -0.0184
Si, -0.0655, 0.0483, 0.0113
Si, 0.0113, -0.0564, -0.0025
Si, 0.0079, -0.063, 0.0146
Si, -0.008, -0.0557, -0.0306
Si, -0.0076, 0.0441, 0.0132
Si, -0.0073, 0.0524, -0.0002
Si, -0.0046, 0.0507, -0.0157
Si, 0.0101, -0.0451, 0.0139
Si, 0.0022, -0.0394, 0.0298
Si, -0.0001, -0.0497, -0.0099
Si, 0.0019, 0.0544, 0.0301
Si, -0.0166, 0.051, 0.0109
Si, 0.0099, 0.0445, -0.0125
Si, 0.0818, 0.0714, -0.0962
Si, -0.0822, 0.0333, -0.1343
Si, 0.0229, 0.0075, -0.0331
Si, -0.0021, -0.0275, 0.2661
Si, -0.0175, 0.0326, 0.0075
Si, 0.0253, -0.0087, 0.1754
Si, -0.0179, 0.0125, -0.079
Si, -0.0527, 0.0203, -0.0527
Si, 0.0917, 0.0609, 0.059
Si, 0.0369, 0.0955, -0.0352
Si, 0.0576, 0.0911, -0.0296
Si, -0.0689, 0.0786, -0.04
Si, -0.0135, -0.0254, -0.023
Si, 0.0013, -0.0275, -0.0417
Si, 0.0081, -0.0185, 0.0086
Si, -0.0037, -0.0756, 0.0289
Si, -0.0042, -0.0209, -0.0085
Si, 0.0008, -0.0072, 0.0084
Si, 0.0035, -0.0587, 0.0166
Si, 0.0057, -0.0036, -0.0286
Si, -0.0074, 0.0317, 0.0845
Si, 0.0073, 0.032, -0.0209
Si, -0.01, -0.0133, -0.0079
Si, 0.0063, 0.0293, 0.0035
Si, -0.027, -0.0288, 0.2502
Si, 0.0378, -0.0023, -0.1239
Si, -0.028, -0.0292, 0.0119
Si, -0.049, -0.0633, -0.1244
Si, 0.028, -0.0797, -0.118
Si, -0.0297, -0.0801, 0.2427
Si, -0.0527, -0.0273, -0.1097
Si, 0.0722, -0.0798, 0.0591
Si, -0.0606, -0.1167, 0.0876
Si, 0.0214, 0.0779, 0.0375
Si, -0.0015, 0.038, 0.0266
Si, -0.0177, -0.0013, 0.0422
Si, -0.0007, -0.066, -0.0207
Si, -0.0089, -0.0601, 0.0111
Si, 0.0061, -0.0494, -0.0333
Si, -0.0051, 0.0417, -0.0017
Si, 0.0194, 0.0568, -0.0018
Si, -0.0087, 0.0518, -0.0331
Si, -0.0023, -0.0527, 0.0083
Si, -0.003, -0.0501, 0.0286
Si, -0.0117, -0.0435, -0.0074
Si, -0.0064, 0.0582, 0.02
Si, 0.0212, 0.0451, -0.0114
Si, 0.0027, 0.0484, -0.0292
Si, -0.0118, -0.0559, -0.0063
Si, -0.0154, -0.0518, -0.0228
Si, 0.0046, -0.039, 0.0257
Si, -0.0251, 0.0494, -0.0163
Si, 0.04, 0.0584, 0.0005
Si, 0.0144, 0.043, 0.0118
Si, -0.0128, -0.0352, -0.0158
Si, 0.0528, -0.0504, -0.0077
Si, -0.012, -0.0533, 0.036
Si, -0.0049, 0.0633, 0.0033
Si, -0.003, 0.0555, -0.0068
Si, 0.0193, 0.0493, 0.0033
Si, -0.1203, -0.037, 0.0507
Si, 0.0148, -0.0796, 0.0673
As, 0.0166, -0.0091, -0.03
Si, -0.0365, 0.0547, 0.0561
Si, 0.0548, 0.064, 0.0758
As, 0.0003, -0.0028, -0.0495
Si, -0.0357, -0.0462, 0.0587
Si, -0.0181, -0.0868, 0.0113
Si, 0.0152, -0.0409, 0.02
Si, -0.0306, 0.0787, 0.0764
Si, 0.0277, 0.0763, 0.0771
As, 0.0047, 0.0161, -0.062
O, 0.0006, 0.0006, -0.0034
O, 0.0431, -0.0435, 0.0107
O, -0.0115, -0.0146, 0.0126
O, 0.0205, 0.0075, -0.015
O, 0.0067, 0.0216, -0.0307
O, -0.025, 0.0276, -0.0009
O, -0.0448, 0.0041, -0.0231
O, 0.0676, 0.0261, -0.0038
O, -0.0156, 0.0109, -0.0373
O, 0.0296, 0.0267, -0.0008
O, -0.0254, -0.0373, -0.0066
O, -0.0131, 0.0101, 0.0247
O, 0.0414, -0.0202, 0.0078
O, -0.0306, 0.0195, 0.013
O, 0.0022, 0.0003, -0.009
O, -0.0222, -0.0181, 0.0139
O, 0.0335, 0.0189, 0.0357
O, -0.0088, 0.0238, 0.0368
Si, 0.0055, 0.0035, 0.0025
Si, -0.0009, -0.0039, 0.0044
Si, 0.0008, 0.0059, 0.0085
Si, 0.0007, 0.0015, 0.0065
Si, 0.0033, 0.0034, -0.0014
Si, 0.0219, -0.0183, 0.0083
Si, 0.0007, 0.0032, -0.0023
Si, 0.0016, 0.0002, -0.0004
Si, -0.0083, 0.0015, -0.008
Si, -0.0053, 0.0027, 0.0007
Si, -0.0147, 0.0129, -0.0092
Si, -0.0033, 0.0004, -0.0099
Si, -0.0067, 0.0005, 0.0043
Si, -0.0026, -0.0032, 0.0011
Si, -0.0158, 0.008, 0.0193
Si, 0.0002, -0.003, 0.0032
Si, 0.0202, 0.0081, 0.0038
Si, -0.0028, -0.0015, 0.0056
Si, 0.0023, 0.0067, -0.0071
Si, 0.0037, 0.0048, -0.002
Si, 0.0032, 0.0006, -0.0011
Si, -0.0001, -0.0035, -0.0019
Si, 0.0011, -0.0028, -0.0065
Si, 0.0037, -0.0013, 0.0027
Si, -0.0039, 0.0013, 0.0083
Si, 0.0155, -0.0182, 0.0014
Si, 0.001, 0.0028, -0.0022
Si, 0.0025, -0.0006, -0.0017
Si, -0.0235, -0.0122, -0.0129
Si, -0.0036, 0.0016, -0.0002
Si, 0.0011, -0.0119, -0.0122
Si, -0.0034, -0.0007, 0.002
Si, 0.0065, -0.0009, -0.0012
Si, 0.0056, 0.0049, -0.0043
Si, 0.0239, -0.0009, -0.0068
Si, -0.001, 0.0014, -0.0031
Si, 0.0022, 0.0016, -0.0087
Si, 0.0036, -0.0011, 0.0035
Si, -0.0015, -0.0047, -0.0033
O, 0.0123, -0.0138, 0.0131
O, 0.0055, -0.0088, 0.013
O, -0.0227, -0.0146, -0.002
O, -0.0052, 0.0245, -0.0078
O, 0.0137, 0.0164, -0.0056
O, 0.0157, 0.009, -0.0162
O, -0.002, 0.0222, 0.0021
O, 0.0033, -0.0182, -0.004
O, -0.0115, -0.0011, 0.0177
O, 0.0187, -0.0136, 0.0027
O, 0.0032, -0.0011, -0.0212
O, 0.0299, -0.0064, -0.0003
O, -0.0111, -0.0103, 0.0314
O, 0.013, -0.0118, 0.0023
O, 0.0252, 0.0198, -0.009
O, 0.0101, -0.0034, 0.0121
O, -0.0043, -0.0249, -0.0102
O, 0.0037, -0.0027, -0.0148
O, -0.0026, -0.0191, -0.0103
O, -0.0181, 0.008, -0.0047
O, -0.005, -0.0194, -0.0011
O, -0.0022, -0.0048, -0.0111
O, 0.0171, 0.0058, -0.0197
O, -0.0081, -0.0053, -0.0318
O, 0.0166, -0.0033, 0.0038
O, 0.0159, 0.0036, 0.002
O, -0.0237, 0.0061, 0.0018
O, -0.0093, 0.014, -0.0264
O, -0.0131, -0.0165, 0.0106
O, -0.0135, 0.0146, -0.0057
O, 0.016, 0.0085, -0.0173
O, 0.0155, 0.0102, 0.0001
O, -0.0349, 0.0033, 0.0092
O, -0.0044, 0.0094, 0.0193
O, -0.0149, -0.004, -0.0118
O, 0.0194, -0.0107, -0.0162
O, -0.0086, 0.0113, -0.0134
O, -0.0004, -0.0139, -0.0307
O, -0.0161, -0.0248, 0.0137
O, -0.0103, -0.0164, 0.0128
O, 0.0051, -0.0061, -0.0102
O, 0.0207, 0.0066, -0.0169
O, -0.0049, 0.0128, 0.019
O, -0.0122, 0.0049, -0.0219
O, -0.0079, 0.0035, -0.012
O, -0.007, 0.006, -0.0113
O, 0.0192, -0.0032, -0.0247
O, 0.0008, 0.0021, -0.012
O, -0.0075, 0.0144, -0.0057
O, -0.0187, -0.0091, -0.0076
O, -0.016, 0.0154, 0.0058
O, 0.0061, 0.0227, -0.005
O, 0.0235, -0.0106, 0.0034
O, 0.0215, 0.0035, 0.0047
O, 0.0234, 0.0254, -0.0109
O, -0.0168, 0.0114, -0.0007
O, -0.0185, -0.0039, -0.0281
O, 0.0122, 0.0251, 0.0069
O, 0.0038, -0.0035, 0.0085
O, 0.0002, 0.0028, 0.0085
O, -0.0179, -0.0036, 0.0271
O, 0.0075, -0.0004, 0.0236
O, 0.0181, 0.0097, -0.028
O, -0.0251, -0.0015, -0.0221
O, -0.0246, 0.0043, 0.0096
O, 0.003, -0.0018, 0.0312
O, 0.0058, -0.0028, -0.0268
O, -0.0007, 0.0241, -0.0308
O, 0.006, -0.0132, 0.0241

The program warned: the cutoff lies below the one the program advises for these potential files; the forces do not sum to zero within the program's tolerance; the exchange-correlation potential is rough where the density is thin.
